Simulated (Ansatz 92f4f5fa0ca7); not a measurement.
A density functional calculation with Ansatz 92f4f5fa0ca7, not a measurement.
Periodic cell of 237 atoms, Si146O90B1, from a study of silicon, its oxide and their interface. The atomic structure is a simulated model.
Doubt: the cutoff is far below the 930 eV that the study's wrapper takes by default for these files, so forces and energies are approximate.
This geometry differs little from another in the collection (a relaxation step or a small displacement).

Settings
functional: PBE
potential files: Ansatz PAW
basis: plane waves
wave-function cutoff: 580 eV
density cutoff ratio: 5
exchange-correlation grid ratio: 1
k mesh: 1 x 1 x 1, Gamma-centred
self-consistency stop: 5e-08 eV per atom in the density residual
occupations: fixed
spin: none
net charge: -1 e, with a uniform compensating background and no finite-size correction

Cell vectors (angstrom)
a  11.6015  0  0
b  0  10.938  0
c  0  0  32.0622

Atoms and the computed forces on them: element, x, y, z (angstrom), force x, y, z (eV/angstrom)
Si  -0.2016  -0.0809  23.3132  0.001  0.0071  0.0004
Si  3.6681  0.2121  23.1444  -0.001  0.0063  0.0018
Si  7.5385  -0.134  23.4832  -0.0053  0.0037  0.0005
Si  1.6746  1.3736  23.4508  0.0047  -0.0079  -0.0021
Si  5.7275  1.4171  23.2639  -0.0019  -0.0044  0.0056
Si  9.4365  1.2183  23.3903  -0.0022  -0.0085  -0.0002
Si  0.1581  5.3352  23.494  -0.0046  0.0064  -0.0051
Si  4.1159  5.2951  23.4305  -0.0049  -0.0007  0.01
Si  8.0239  5.6016  23.5851  0.0081  0.0043  0.005
Si  2.1649  6.5995  23.414  0.0123  -0.0051  0.0016
Si  5.9608  6.7687  23.5098  -0.0027  -0.0051  -0.0023
Si  9.9879  6.8757  23.6459  -0.0071  -0.0056  0.0011
Si  1.9041  2.6665  25.4115  0.0054  0.0019  -0.0012
Si  5.8297  2.6377  25.3576  0.0059  -0.0124  0.0025
Si  9.6219  2.6847  25.2826  -0.0026  -0.0006  -0.0009
Si  11.5928  4.0011  25.4006  0  -0.001  0.0017
Si  3.9008  3.9685  25.3532  -0.0045  0.0059  -0.0101
Si  7.7302  4.0878  25.3787  -0.0053  0.0016  -0.0025
Si  1.9943  8.1592  25.2387  -0.0019  -0.0007  0.001
Si  5.7724  8.1716  25.393  -0.001  0.0004  -0.0001
Si  9.6828  8.2653  25.4871  0.0011  0.001  -0.0001
Si  11.6318  9.5398  25.3014  -0.0011  0.001  0.0019
Si  3.881  9.6198  25.1249  0.0013  -0.0012  -0.0056
Si  7.6669  9.5506  25.4621  0.0013  0.0005  -0.0016
Si  11.6435  -0.01  27.225  0.0009  0.0075  0
Si  3.9495  0.0122  27.1678  -0.006  0.0051  -0.0012
Si  7.7084  0.0367  27.3366  -0.0025  0.0049  -0.0012
Si  1.9843  1.3058  27.3089  -0.0051  -0.0088  0.0006
Si  5.8256  1.4853  27.451  0.0103  0.0185  0.0098
Si  9.6839  1.3238  27.2283  0.0019  -0.0095  -0.0014
Si  11.5855  5.4694  27.2503  0.0022  0.009  0.0047
Si  3.8668  5.3679  27.2807  -0.0085  0.0068  0.0017
Si  7.6871  5.4093  27.3332  0.0083  0.0064  0.0033
Si  1.9561  6.7888  27.2024  -0.0018  -0.0088  0.0008
Si  5.7567  6.7808  27.2901  0.0029  -0.0036  -0.0034
Si  9.6281  6.7858  27.3287  -0.0052  -0.0072  0.0018
Si  1.995  2.7355  29.1904  -0.0012  0.007  0.0033
B  5.7962  2.7351  29.1421  0.0007  -0.0199  -0.0115
Si  9.6228  2.7374  29.1432  -0.002  0.0065  0.0049
Si  0.0085  4.0822  29.1625  0.002  -0.004  -0.0016
Si  4.0724  3.9182  29.1724  0.0035  -0.0055  0.0001
Si  7.524  3.9172  29.184  -0.0036  -0.0044  -0.0041
Si  1.9452  8.1856  29.121  0.0008  0.0029  -0.0003
Si  5.7942  8.1839  29.1929  0.0045  0.0039  -0.0058
Si  9.6644  8.1884  29.2235  0.0024  0.0006  -0.0032
Si  0.0041  9.5437  29.1531  -0.0008  -0.0044  0.0036
Si  3.874  9.5655  29.1105  -0.0101  -0.004  0.0049
Si  7.734  9.552  29.2145  0.0017  -0.0031  -0.0019
Si  -0.001  0.0001  31.0831  -0.0003  0.0022  0.0003
Si  3.9048  0.063  31.0234  0.001  -0.0004  0.0035
Si  7.6806  0.0661  31.078  -0.0007  0.0015  0.0047
Si  1.932  1.3631  31.1039  -0.0027  -0.003  -0.0004
Si  5.7943  1.5274  30.8373  -0.0016  0.0083  -0.0089
Si  9.6603  1.3571  31.0727  0.0037  -0.0034  -0.0027
Si  0.0082  5.4659  31.081  -0.0003  0.0006  -0.0032
Si  3.8927  5.4179  31.0407  -0.0074  0.0012  0.0003
Si  7.7146  5.4079  31.0644  0.0073  0.0011  -0.002
Si  1.9607  6.8054  31.0436  0.0006  0.0013  0.0006
Si  5.8029  6.81  31.1118  -0.0002  0.0005  0.0037
Si  9.6526  6.7907  31.1205  -0.0013  0.0017  0.0023
Si  1.9357  2.7528  0.9708  -0.0013  0.0017  -0.0033
Si  5.7945  2.7369  0.8398  0.0024  -0.0074  0.0053
Si  9.6595  2.7367  0.9492  -0.0012  0.0015  -0.0016
Si  -0.0128  4.1038  0.9465  0.0023  -0.0008  0.004
Si  3.8745  4.1171  0.9548  -0.0021  0.0009  0.0037
Si  7.7271  4.1087  0.9748  -0.0007  -0.0009  0.0033
Si  1.951  8.2157  0.9019  0.001  0.0004  0.0019
Si  5.7962  8.2314  0.945  -0.0014  0.0013  0.0029
Si  9.6448  8.2213  0.966  0.0002  -0.0007  -0.0019
Si  -0.003  9.5703  0.9541  0.0003  -0.0015  -0.0036
Si  3.8749  9.6174  0.9119  -0.0028  -0.0009  -0.0034
Si  7.7198  9.6082  0.9421  0.0019  0.0009  -0.0018
Si  11.608  0.0262  2.895  0.0002  -0.0007  0.0011
Si  3.8577  0.0262  2.8834  0.0033  -0.002  0.0009
Si  7.7356  0.0263  2.8789  -0.002  -0.0032  -0.0011
Si  1.9321  1.4  2.9077  -0.0005  0.0011  0.0008
Si  5.8097  1.3741  2.7716  -0.0008  0.0079  0.0011
Si  9.6603  1.3841  2.8985  -0.0001  0.0003  0.0005
Si  11.5648  5.5171  2.8434  0.0006  0.0019  -0.0022
Si  3.8777  5.5029  2.8873  -0.0034  0.0008  -0.0011
Si  7.7337  5.5164  2.8983  0.0023  0.0011  0.0005
Si  1.9192  6.8361  2.8298  0.0007  -0.0008  -0.0015
Si  5.8085  6.8709  2.8711  0.0009  -0.0005  -0.0015
Si  9.6514  6.9102  2.9417  -0.0008  -0.0023  -0.0004
Si  1.91  2.8372  4.8038  0.0004  -0.0026  0.0016
Si  5.8328  2.7271  4.6966  0.0007  -0.0072  -0.0037
Si  9.5992  2.7985  4.813  0.0003  -0.0023  0.002
Si  11.5393  4.1446  4.7584  -0.0009  0.0008  0.0009
Si  3.917  4.1043  4.8004  0.0024  0.0044  0.0029
Si  7.7146  4.2062  4.8619  -0.0018  0.0029  0.0003
Si  1.8892  8.1544  4.7784  -0.0008  -0.004  0.0005
Si  5.8076  8.265  4.7748  0.0001  -0.0034  0.0019
Si  9.659  8.3248  4.8882  -0.0009  -0.0038  0.0006
Si  11.6313  9.6566  4.8686  0.0009  0.0024  -0.0003
Si  3.8191  9.4945  4.7643  -0.0022  0.0054  -0.0001
Si  7.721  9.6833  4.8689  0.0013  0.005  0.0005
Si  11.5955  0.2329  6.7581  -0.0008  0.0048  0.0004
Si  3.7539  -0.0459  6.63  0.0025  0.0034  -0.0014
Si  7.7076  0.0606  6.889  -0.0002  0.0044  -0.0038
Si  2.0461  1.5104  6.7397  -0.0002  -0.0042  -0.0007
Si  5.7111  1.285  6.5833  -0.0004  -0.0044  -0.0011
Si  9.6446  1.5254  6.814  0.0001  -0.0063  -0.0012
Si  11.5236  5.5019  6.6802  0.0001  0.0066  0.0003
Si  3.9799  5.4326  6.7712  -0.0032  0.001  -0.0058
Si  7.7328  5.6687  6.8084  0.0019  0.0041  -0.0011
Si  1.9733  6.6472  6.6275  0.0039  -0.0048  -0.0004
Si  5.809  6.9795  6.7309  -0.0001  -0.0033  -0.0014
Si  9.7492  7.0421  6.8892  -0.0021  -0.0055  -0.002
O  9.9866  7.9789  8.2831  0.0013  0.0021  0.0013
O  7.647  9.946  8.2127  -0.0004  -0.001  0.0018
O  7.3976  4.7418  8.1601  0.0005  0.0004  0.003
O  3.39  10.3529  8.1905  0.0001  -0.0007  0.0013
O  2.0291  7.5532  8.0117  -0.0014  0.0016  0.0017
O  4.0019  4.5882  8.2346  0.0003  -0.0027  0.0031
O  9.7816  2.4523  8.2101  0.0004  0.0021  0.0013
O  2.6183  2.336  8.1105  -0.0007  0.0002  -0.0004
O  11.3917  4.581  8.0611  0  -0.0016  0.0001
O  5.3659  2.376  7.789  -0.002  0.0009  0.0023
O  5.8152  7.9731  8.0845  0.0008  0.0021  0.0014
O  11.3287  10.3153  8.1477  0.0022  -0.0009  0.0002
O  11.2805  10.0744  21.8229  -0.0002  -0.0013  0.0009
O  3.244  10.7297  21.5528  0.0004  -0.0023  -0.0021
O  5.7692  7.7614  22.1774  0.0019  0.0044  -0.0027
O  4.1974  4.4648  21.9605  0.0022  -0.0012  -0.0027
O  7.6642  9.6904  22.2147  0.0007  -0.0005  -0.0005
O  10.2769  7.6747  22.2132  -0.0017  0.0021  -0.0025
O  1.5835  2.3905  22.1343  -0.005  0.0039  -0.0019
O  5.9368  2.4629  21.9515  -0.0001  0.0048  -0.0043
O  8.4523  4.7041  22.2416  -0.0014  -0.0024  -0.0033
O  -0.0545  4.4888  22.0507  0.0024  -0.0004  0.0003
O  2.3589  7.3731  21.9575  -0.0028  0.0022  -0.0024
O  9.1334  1.8573  21.8781  0.0012  0.0003  -0.0029
Si  1.9051  7.7834  9.5911  -0.0003  -0.001  -0.0024
Si  5.0426  0.5781  17.7109  0.0013  -0.0001  -0.002
Si  2.5038  5.4239  14.013  0.0007  -0.0006  -0.0016
Si  10.5718  3.8656  14.0585  0.0006  0.0004  -0.0013
Si  8.2823  2.3888  15.2624  0.0001  -0.0006  -0.0014
Si  9.5408  2.2493  20.3611  -0.001  -0.0012  -0.0038
Si  10.5089  3.6549  9.058  0.0004  -0.0006  -0.002
Si  0.0293  2.3226  11.5585  0.0008  -0.0001  -0.0004
Si  11.0315  8.1343  15.3963  0.0004  0.0003  -0.0006
Si  5.1749  6.9379  13.9908  0.0001  0.0005  -0.001
Si  5.7591  2.6145  11.1021  0.0009  -0.0001  -0.0012
Si  8.5842  7.6603  19.4173  -0.0004  -0.0013  -0.0026
Si  8.1084  4.8465  20.6642  0.0003  0.0013  0.0027
Si  5.931  9.5927  15.217  0.0004  0.0003  -0.0009
Si  2.1079  7.6343  20.3803  -0.0015  0.0032  -0.0009
Si  1.94  4.8936  18.8159  0.0002  -0.0004  -0.0019
Si  4.5139  3.443  18.0484  0.0005  -0.0002  -0.0024
Si  8.5138  8.9216  16.8389  -0.0008  -0.0005  -0.0026
Si  0.8271  9.4852  13.2904  0.0006  0.0003  -0.0011
Si  9.9095  10.653  11.7071  -0.0001  0.0004  -0.001
Si  5.3463  3.715  21.0648  0  -0.0036  0.0032
Si  0.6137  5.5206  16.2658  -0.0004  0  -0.0011
Si  10.7783  9.1505  9.1257  -0.0011  -0.0002  -0.0021
Si  6.5614  8.8886  21.3146  -0.0007  -0.0001  0.0054
Si  7.125  7.1089  11.4785  0.0001  -0.0005  -0.0008
Si  2.6735  0.7396  12.2013  0.0001  0.0004  -0.0012
Si  10.8782  8.6703  21.0809  0.0024  -0.001  0.0014
Si  6.0344  4.3219  15.6387  0.0004  0.0005  -0.0017
Si  7.0918  0.4933  12.9722  -0.0001  0.0006  -0.0007
Si  4.0657  2.9796  8.5675  0.0018  0.004  -0.0013
Si  0.8842  6.7426  11.8899  -0.0003  0.0001  -0.0015
Si  6.5694  9.045  9.0653  0.0002  -0.0008  -0.0018
Si  0.6609  3.3062  21.1701  0.0025  0.0002  0.0017
Si  9.8056  6.5097  12.893  -0.0004  0.0003  -0.0018
Si  7.7197  4.5394  9.7382  -0.0018  0  -0.0019
Si  3.9791  10.0759  20.242  -0.0007  0.0007  0.0014
Si  4.2696  3.0364  13.519  0.0002  0.0006  -0.002
Si  3.8523  10.0137  9.7202  0.0006  0.0023  -0.0019
Si  8.0657  0.7818  18.0444  -0.0011  0.0006  -0.0015
O  11.5031  3.2281  12.8974  -0.0001  -0.0002  0.0003
O  9.3442  4.4791  9.8721  0.0008  0.0001  0.0011
O  8.7617  3.5922  19.8813  0  -0.002  0.0011
O  4.0365  -0.0593  18.8242  -0.001  -0.0009  0.0019
O  11.3542  4.536  15.3108  0.0004  0.0006  0.0012
O  9.8541  9.8008  10.3105  0.001  -0.0003  0.0003
O  3.765  1.5344  13.1271  -0.0003  -0.0003  0.0005
O  0.6491  9.0724  14.8594  -0.0002  -0.0002  0.0007
O  6.4843  0.9678  18.3975  0.0002  -0.0001  0
O  4.789  3.165  19.6349  0.0003  0.0002  0.0005
O  6.2533  1.1808  11.7418  0  0.0005  0.0001
O  0.5263  8.6153  9.8628  -0.0007  -0.0001  0.0014
O  5.6508  4.3138  17.2336  -0.0008  -0.0005  0.0013
O  8.4513  7.2026  12.3928  -0.0005  -0.0001  0.0006
O  4.4224  2.6327  10.1336  -0.0004  0  0.0013
O  2.0967  5.6426  15.5744  0  -0.0001  0.0007
O  3.3711  0.0719  10.9003  0.0004  -0.0012  -0.0004
O  5.9014  7.2223  12.5515  0.0004  -0.0001  -0.0001
O  2.3105  6.3564  19.4039  0.0009  0.0028  0.0019
O  0.6793  4.9417  17.78  0.001  0.0003  0.0012
O  8.4154  10.6881  12.3627  0.0009  0.0003  0.0006
O  5.4723  10.0568  9.7124  -0.0006  -0.0001  0.0013
O  0.5793  8.1582  20.246  0.0019  -0.0035  -0.0013
O  9.7794  2.6144  14.7087  -0.0004  0  0.001
O  1.9979  10.5963  13.2087  -0.0001  0.0004  0.0004
O  9.9532  9.0937  16.1171  0.0005  0.0002  0.0008
O  6.1613  10.3655  13.7917  0.0007  0.0007  0.0001
O  7.484  1.6091  14.0867  0.0005  0.0002  0.0004
O  1.6526  3.9127  20.0542  -0.0015  -0.002  0.0013
O  5.9007  5.7887  14.9213  0  -0.0004  0.0006
O  7.3488  8.9456  15.7117  0.0009  0.0005  0.0008
O  1.5084  1.6809  11.5987  -0.0005  0.0003  0.0009
O  7.2073  8.2855  10.357  -0.0004  0.0009  0.0001
O  4.3394  1.993  17.303  0.0005  0.0006  0
O  7.0482  3.1619  10.2796  0.0007  0.0004  0.0008
O  11.5719  7.0076  16.4269  0.0002  0.0002  0
O  8.3021  10.1433  17.853  -0.0002  -0.0001  0.0004
O  3.2475  8.547  10.0956  0.0002  -0.0003  0.0009
O  7.5841  3.8396  15.5163  -0.0001  0  0.0008
O  3.1608  4.3122  17.9302  -0.0008  0.0004  0.0006
O  2.914  3.8972  13.6821  0.0005  0.0006  0.0008
O  1.3353  8.2046  12.4413  0.0004  0.0006  0.0004
O  1.2174  5.6842  13.0653  0.0003  0.0003  0.0004
O  4.9908  8.308  14.8639  0.0003  0  0.0006
O  11.1571  2.4358  20.3389  -0.0009  0.0018  0
O  10.9768  9.9897  12.7439  0.0004  0.0004  0.0007
O  5.2965  3.5709  12.3546  0  -0.0002  0.001
O  5.0864  3.1951  14.9148  0.0001  0.0003  0.0007
O  6.4763  4.8197  20.6065  0  0.0005  -0.0025
O  8.3862  1.5574  16.65  -0.0002  -0.0004  0.0009
O  10.4092  1.2443  11.4537  0.0003  0.0002  0.0009
O  10.8788  6.605  11.6614  0.0002  -0.0001  0.0009
O  3.2189  8.697  19.8627  -0.0041  -0.0017  0.0007
O  1.7206  6.4391  10.517  0.0007  0.0011  0.0006
O  7.1706  8.1883  19.9954  -0.001  0.0004  -0.0011
O  8.4996  7.5837  17.7799  0.0001  -0.0002  0.0016
O  3.6842  6.4416  13.6036  0.0001  0.0001  0.0008
O  9.5718  4.9654  13.3666  0.0006  0.0004  0.001
O  5.5168  9.9723  20.7397  -0.0024  -0.0011  -0.0021
O  10.3328  7.3747  14.1494  -0.0002  0  0.0009
O  8.7833  6.1504  19.9756  -0.0006  -0.0019  0.0003
O  7.0767  5.7057  10.6649  0.001  -0.0007  0.0004
O  5.2698  10.5454  16.3895  -0.0002  0.0006  0.0012
O  9.0707  1.1583  19.2555  0.0019  0.0042  0.0028
O  11.5714  3.1721  10.1808  0  0.0009  0.0001
O  9.7434  8.7028  19.906  0.0012  -0.0003  0.0016

Results
free energy: -144146.852 eV
free energy less fixed offsets of B -154.04, O -568.88, Si -635.61 eV per atom: 5.448 eV

The program warned: the cutoff lies below the one the program advises for these potential files; the exchange-correlation potential is rough where the density is thin.
